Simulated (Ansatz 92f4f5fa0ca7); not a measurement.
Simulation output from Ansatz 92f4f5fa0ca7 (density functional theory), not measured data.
Periodic cell of 210 atoms, Si128O78As4, from a study of silicon, its oxide and their interface. The atomic structure is a simulated model.

Settings: functional PBE; potential files Ansatz PAW; basis plane waves; wave-function cutoff 700 eV; density cutoff ratio 5; exchange-correlation grid ratio 1; k mesh 2 x 2 x 1, shifted by 0.5 0.5 0.5 of a step; self-consistency stop 5e-08 eV per atom in the density residual; occupations fixed; spin none; net charge 0.

Cell vectors (angstrom)
a, 10.938, 0, 0
b, 0, 10.938, 0
c, 0, 0, 31.3212

Atoms: element, x, y, z (angstrom)
As, 10.4423, 0.4633, 23.7215
Si, 5.7563, 10.6558, 23.9165
Si, 2.2247, 3.0381, 23.8996
As, 8.6082, 2.2937, 23.7405
Si, 0.3431, 4.9066, 23.8708
Si, 4.9166, 5.9335, 24.0257
Si, 3.2204, 7.6626, 23.8722
Si, 7.5643, 8.7994, 23.8304
Si, 1.1959, 1.3879, 25.2254
Si, 6.8976, 1.3455, 25.2021
Si, 3.976, 4.0994, 25.1745
Si, 9.586, 3.9755, 25.2212
Si, 1.3494, 6.7584, 25.0551
Si, 6.7623, 6.9296, 25.1292
Si, 4.079, 9.5212, 25.1376
Si, 9.4331, 9.6629, 25.1058
Si, 2.6949, -0.0015, 26.4753
Si, 8.187, 0.0047, 26.6059
Si, -0.0218, 2.7395, 26.6528
Si, 5.457, 2.7512, 26.4857
Si, 2.6844, 5.4901, 26.5696
Si, 8.1843, 5.4874, 26.4578
Si, -0.0333, 8.2165, 26.4143
Si, 5.4415, 8.2281, 26.585
Si, 4.1018, 1.3673, 27.903
Si, 9.5708, 1.3673, 27.903
Si, 1.3673, 4.1018, 27.903
Si, 6.8362, 4.1018, 27.903
Si, 4.1018, 6.8362, 27.903
Si, 9.5708, 6.8362, 27.903
Si, 1.3673, 9.5708, 27.903
Si, 6.8362, 9.5708, 27.903
Si, 0, 0, 29.2702
Si, 5.469, 0, 29.2702
Si, 2.7345, 2.7345, 29.2702
Si, 8.2035, 2.7345, 29.2702
Si, 0, 5.469, 29.2702
Si, 5.469, 5.469, 29.2702
Si, 2.7345, 8.2035, 29.2702
Si, 8.2035, 8.2035, 29.2702
Si, 1.3673, 1.3673, 30.6375
Si, 6.8362, 1.3673, 30.6375
Si, 4.1018, 4.1018, 30.6375
Si, 9.5708, 4.1018, 30.6375
Si, 1.3673, 6.8362, 30.6375
Si, 6.8362, 6.8362, 30.6375
Si, 4.1018, 9.5708, 30.6375
Si, 9.5708, 9.5708, 30.6375
Si, 2.7345, 0, 0.6835
Si, 8.2035, 0, 0.6835
Si, 0, 2.7345, 0.6835
Si, 5.469, 2.7345, 0.6835
Si, 2.7345, 5.469, 0.6835
Si, 8.2035, 5.469, 0.6835
Si, 0, 8.2035, 0.6835
Si, 5.469, 8.2035, 0.6835
Si, 4.1018, 1.3673, 2.0507
Si, 9.5708, 1.3673, 2.0507
Si, 1.3673, 4.1018, 2.0507
Si, 6.8362, 4.1018, 2.0507
Si, 4.1018, 6.8362, 2.0507
Si, 9.5708, 6.8362, 2.0507
Si, 1.3673, 9.5708, 2.0507
Si, 6.8362, 9.5708, 2.0507
Si, 0, 0, 3.418
Si, 5.469, 0, 3.418
Si, 2.7345, 2.7345, 3.418
Si, 8.2035, 2.7345, 3.418
Si, 0, 5.469, 3.418
Si, 5.469, 5.469, 3.418
Si, 2.7345, 8.2035, 3.418
Si, 8.2035, 8.2035, 3.418
Si, 1.4201, 1.3568, 4.9263
Si, 6.8735, 1.3482, 4.729
Si, 4.1091, 4.083, 4.8987
Si, 9.6006, 4.0905, 4.725
Si, 1.4216, 6.7875, 4.6989
Si, 6.8383, 6.8078, 4.8073
Si, 4.0906, 9.5975, 4.7312
Si, 9.6307, 9.5686, 4.8212
Si, 2.8994, -0.0668, 6.3179
Si, 8.2828, 0.0726, 6.1396
Si, 0.0259, 2.8597, 6.2143
Si, 5.5586, 2.635, 6.2062
Si, 2.6998, 5.5551, 6.231
Si, 8.2771, 5.4425, 6.1219
Si, 0.1835, 8.1825, 6.0638
Si, 5.389, 8.2001, 6.0555
Si, 4.9348, 0.7022, 7.5114
Si, 9.1326, 1.9577, 7.3986
Si, 0.8633, 4.7033, 7.5402
Si, 7.3656, 3.6432, 7.3662
As, 3.7189, 7.3039, 7.6029
Si, 10.0322, 6.5188, 7.3085
As, 1.8475, 9.0914, 7.6198
Si, 6.5947, 9.8198, 7.2442
O, 7.0103, 4.0056, 8.9594
O, 9.585, 1.8056, 9.0005
O, 5.0598, 1.064, 9.1422
O, 7.2772, 9.1191, 8.6051
O, 9.4185, 7.3409, 8.6345
O, 1.2571, 4.2335, 9.0984
O, 10.354, 5.3906, 22.553
O, 2.8049, 2.1507, 22.585
O, 2.9941, 7.8615, 22.2254
O, 5.2367, 5.5459, 22.4463
O, 5.0105, 0.4576, 22.5965
O, 7.9676, 8.2492, 22.3199
Si, 4.5221, 8.2048, 14.481
Si, 4.1783, 1.6454, 21.83
Si, 3.9534, 1.4293, 15.3178
Si, 5.8642, 1.2177, 10.5518
Si, 8.0272, 7.864, 9.3248
Si, 7.2967, 1.5332, 14.662
Si, 5.8357, 7.8361, 19.0608
Si, 8.5752, 10.5901, 18.8702
Si, 5.0361, 4.5228, 21.2114
Si, 10.5632, 2.8446, 12.6621
Si, 1.1428, 5.0224, 16.951
Si, 3.2476, 8.2965, 20.6773
Si, 4.6121, 9.8776, 17.1121
Si, 9.339, 4.5029, 18.454
Si, 8.4335, 8.2311, 20.7691
Si, 6.5062, 4.993, 18.6665
Si, 1.0106, 2.2676, 15.506
Si, 2.8593, 0.0616, 19.5211
Si, 4.6062, 3.9881, 11.5414
Si, 0.3963, 9.3428, 15.8652
Si, 9.1384, 1.0749, 10.3838
Si, 9.2363, 10.4901, 14.2112
Si, 6.7926, 5.1622, 10.0883
Si, 7.4547, 2.2521, 17.805
Si, 8.7752, 5.2255, 12.5603
Si, 0.4118, 0.5624, 17.9036
Si, 2.3963, 5.6299, 19.7078
Si, 5.0702, 10.8907, 13.1485
Si, 10.4329, 5.7531, 20.9678
Si, 1.6055, 4.4689, 10.6757
Si, 9.6629, 9.2492, 11.3241
Si, 6.9935, 6.472, 14.8951
Si, 1.8616, 7.1367, 14.7103
Si, 8.6131, 8.5773, 16.353
Si, 0.3964, 6.8607, 11.9403
Si, 5.5288, 3.855, 14.4847
O, 9.8163, 1.7495, 11.7053
O, 3.0788, 3.8916, 11.0306
O, 4.2499, 8.7586, 15.9922
O, 0.1349, 8.4102, 11.4596
O, 10.0008, 0.4042, 18.765
O, 0.8765, 6.7297, 13.4912
O, 0.6329, 3.631, 11.6625
O, 8.6182, 9.8032, 20.3093
O, 9.7113, 4.6119, 20.0415
O, 3.5266, 10.2691, 18.2357
O, 3.4092, 7.0385, 14.2092
O, 8.4208, 8.3181, 10.8341
O, 3.6205, 4.8226, 20.4308
O, 4.7785, 0.3685, 16.2851
O, 9.7626, 7.2409, 20.6697
O, 7.4948, 1.0852, 10.4489
O, 4.8434, 8.2862, 20.2958
O, 3.9915, 1.0406, 13.7201
O, 5.1209, 2.9705, 21.7022
O, 4.4591, 9.4112, 13.401
O, 2.1442, 4.9551, 18.2431
O, 8.0144, 5.4211, 18.2229
O, 5.2713, 5.1876, 10.6614
O, 6.8076, 2.942, 14.0077
O, 0.0958, 1.6524, 16.7194
O, 1.6517, 8.7023, 15.0955
O, 7.3011, 1.6995, 16.2793
O, 5.982, 7.5545, 14.2551
O, 9.4613, 3.9082, 13.2264
O, 5.3313, 0.043, 11.5546
O, 1.4699, 6.0842, 10.9824
O, 2.6579, 7.2357, 19.5765
O, 6.4147, 0.3058, 14.0194
O, 7.7553, 4.8259, 11.3611
O, 9.7818, 10.5026, 10.2883
O, 4.7098, 4.3129, 13.1468
O, 1.0772, 5.5871, 20.6454
O, 6.1201, 5.1408, 15.3249
O, 1.3432, 3.8026, 15.9077
O, 5.5632, 6.3409, 18.3447
O, 2.3833, 1.4055, 15.6812
O, 7.4381, 0.8601, 18.7271
O, 6.9972, 6.6127, 9.3913
O, 6.3314, 4.7757, 20.2687
O, 8.2292, 9.616, 15.1546
O, 5.4402, 2.6286, 11.2348
O, 7.2864, 7.6535, 19.7719
O, 10.5416, 5.0533, 17.5033
O, 8.804, 1.1242, 14.2155
O, 6.3052, 3.4347, 18.0619
O, 4.5834, 2.941, 15.4692
O, -0.2026, 10.4497, 14.8297
O, 1.5899, 0.9365, 18.9735
O, 8.0807, 6.0629, 13.7638
O, 3.8173, 1.1008, 20.3294
O, 8.4461, 9.4074, 17.7409
O, 8.9063, 2.9766, 18.0681
O, 2.5041, 9.7499, 20.5229
O, 1.5335, 6.3201, 16.0668
O, 9.9019, 6.1231, 11.8307
O, 7.7332, 7.2146, 16.1618
O, 5.7882, 9.0769, 17.9642
O, 0.8361, 10.067, 17.2409
O, 10.2017, 8.1974, 16.1874
O, 0.4346, 2.2462, 13.9684
O, 9.2043, 9.8351, 12.7528

Results
free energy: -145172.178 eV
free energy less fixed offsets of As -4857.07, O -569.03, Si -635.61 eV per atom: -1.478 eV

Forces (eV/angstrom), in the order of the atoms: element, x, y, z
As, 0.0228, -0.0239, 0.0112
Si, 0.0272, -0.031, -0.0697
Si, -0.028, 0.0206, -0.0635
As, -0.0157, 0.0391, 0.0108
Si, 0.0226, -0.0384, -0.0635
Si, -0.0238, 0.0357, -0.0595
Si, 0.0334, -0.0317, -0.0557
Si, -0.0494, 0.0322, -0.0558
Si, -0.0628, -0.0381, -0.029
Si, 0.0587, 0.0285, -0.0172
Si, -0.0148, 0.0041, -0.0124
Si, -0.0487, -0.0728, -0.0246
Si, 0.0233, -0.0164, -0.0017
Si, -0.0082, 0.0135, -0.014
Si, 0.0043, -0.0212, -0.0124
Si, 0.028, 0.0445, -0.0162
Si, 0.0023, -0.006, 0.0629
Si, -0.0304, -0.0335, 0.0108
Si, 0.0272, 0.0329, 0.0099
Si, 0.0028, -0.0006, 0.0526
Si, -0.0029, 0.0066, -0.0293
Si, 0.0006, 0.0057, 0.0576
Si, -0.0031, 0.0084, 0.0524
Si, 0.0033, 0.0015, -0.0246
Si, -0.0655, -0.0662, -0.516
Si, -0.1778, -0.1921, 0.7426
Si, 0.0184, 0.1814, 0.6379
Si, -0.0826, 0.1776, -0.4695
Si, -0.1538, -0.0333, 0.2574
Si, 0, 0.054, -0.6612
Si, -0.2249, -0.1363, -0.577
Si, -0.1525, -0.0372, 0.5146
Si, -0.0895, -0.0226, 0.0059
Si, 0.0249, -0.0966, 0.0052
Si, 0.0069, 0.0654, -0.005
Si, 0.0376, -0.084, -0.0012
Si, 0.068, -0.0398, 0.0047
Si, -0.0257, -0.0008, -0.017
Si, 0.0001, -0.0933, -0.0147
Si, -0.0679, -0.0061, -0.0182
Si, 0.0203, -0.0373, -0.0173
Si, -0.0774, 0.0833, 0.008
Si, 0.0581, -0.0258, -0.0039
Si, -0.0508, 0.0661, 0.0051
Si, -0.0597, 0.0476, 0.0153
Si, 0.0339, -0.011, -0.0144
Si, -0.0317, 0.0843, 0.0074
Si, 0.0565, -0.0252, -0.0099
Si, -0.0272, -0.0073, 0.0164
Si, 0.0506, -0.081, -0.0088
Si, 0.0548, -0.0573, -0.0168
Si, -0.0161, 0.0224, 0.0081
Si, 0.0336, -0.0487, 0.0022
Si, -0.057, 0.0232, 0.0164
Si, -0.0557, 0.0494, 0.0103
Si, 0.0706, -0.0846, -0.0131
Si, 0.0975, 0.0389, 0.0152
Si, 0.0057, 0.1162, 0.0134
Si, -0.0978, 0.021, 0.0065
Si, -0.0072, -0.0467, 0.0079
Si, 0.0086, 0.097, 0.0123
Si, 0.047, -0.0208, -0.0036
Si, 0.0225, 0.003, 0.0016
Si, -0.0308, 0.072, 0.0036
Si, 0.3976, 0.1902, 0.5183
Si, 0.1098, 0.061, -0.4394
Si, 0.0584, -0.0501, 0.7666
Si, 0.1198, 0.0215, -0.4675
Si, 0.0152, -0.0598, -0.6241
Si, -0.0905, -0.2973, 0.4426
Si, 0.1206, 0.1088, -0.5115
Si, 0.0913, 0.0543, 0.4484
Si, 0.0188, -0.0259, -0.0511
Si, -0.0072, 0.0064, 0.028
Si, -0.0085, 0.0004, -0.052
Si, 0.0059, -0.0039, 0.0307
Si, -0.0102, -0.0283, -0.0009
Si, -0.0046, -0.0011, -0.0579
Si, 0.0293, 0.046, -0.0256
Si, -0.0034, 0.0074, -0.0637
Si, -0.0076, -0.0424, -0.0012
Si, -0.0061, 0.031, 0.0115
Si, -0.0147, 0.0113, 0.0103
Si, 0.0005, -0.0024, 0.0037
Si, 0.0222, 0.0585, 0.0065
Si, 0.0179, -0.009, 0.0146
Si, 0.0663, 0.0478, 0.0446
Si, -0.0675, -0.0406, 0.027
Si, 0.0707, -0.0288, 0.058
Si, -0.0215, 0.0428, 0.0532
Si, -0.0525, 0.0237, 0.0587
Si, 0.0265, -0.0411, 0.058
As, 0.029, -0.0403, -0.0056
Si, 0.021, -0.0194, 0.063
As, -0.0297, 0.0205, -0.0114
Si, -0.03, 0.0254, 0.0736
O, -0.0023, 0.0157, -0.0051
O, -0.0211, -0.0126, -0.0021
O, -0.0009, -0.003, 0.0011
O, 0.0113, -0.0133, -0.0153
O, -0.0284, -0.0106, -0.0187
O, 0.0006, 0.0143, -0.0006
O, 0.0151, 0.0103, -0.0059
O, 0.0241, 0.0109, 0.0105
O, 0.0106, 0.0038, 0.0025
O, -0.0134, -0.0126, 0.0043
O, -0.0048, 0.0116, 0.011
O, 0.0032, 0.0069, 0.0002
Si, -0.0018, -0.0038, -0.0047
Si, 0.0062, 0.0122, -0.0084
Si, -0.0032, -0.0001, 0.0032
Si, 0.0025, -0.0031, -0.0022
Si, -0.0073, -0.0085, 0.0097
Si, 0.0048, -0.0002, 0.0003
Si, 0.0005, 0.001, 0
Si, -0.0025, -0.0017, 0.0053
Si, 0.0029, -0.0058, 0.0091
Si, -0.0027, -0.0014, 0.0036
Si, 0.002, 0.0019, -0.0014
Si, 0.0007, 0.0023, -0.0027
Si, -0.0009, -0.0005, -0.0022
Si, -0.0004, -0.0002, -0.0063
Si, 0.0042, -0.0004, -0.0047
Si, -0.0017, -0.0011, -0.0018
Si, -0.0004, -0.0026, -0.0019
Si, -0.0005, 0.0031, 0.0026
Si, 0, 0.004, 0.0001
Si, 0.0036, -0.0008, 0.0002
Si, 0.0014, -0.0066, -0.0036
Si, -0.0008, 0.0024, -0.0022
Si, -0.001, 0.0103, -0.0032
Si, -0.0014, -0.0002, -0.0017
Si, 0.0021, -0.0011, 0.0033
Si, 0.0007, 0.0026, 0.0006
Si, 0.0019, -0.0031, -0.0022
Si, -0.0023, -0.0047, -0.0073
Si, -0.0027, 0.0038, 0.0049
Si, 0.0037, 0.0012, 0.0065
Si, -0.0009, 0.0009, -0.004
Si, 0.0029, 0.0018, 0.0038
Si, 0.0013, -0.001, -0.001
Si, -0.0032, -0.0054, 0.0019
Si, 0.0016, 0.004, -0.0009
Si, -0.0024, 0.0048, 0.0039
O, -0.0067, 0.0052, -0.0102
O, 0.0028, 0.0115, -0.0002
O, 0.0023, 0.005, -0.0284
O, -0.0243, -0.0107, 0.0073
O, 0.0022, -0.0169, -0.0168
O, 0.0147, 0.0105, -0.0056
O, -0.0042, 0.0102, -0.0004
O, -0.0046, -0.0119, -0.0108
O, 0.0012, 0.0222, -0.011
O, 0.0041, 0.005, 0.0097
O, -0.0042, 0.0184, 0.0081
O, 0.0117, 0.007, -0.0209
O, 0.0103, 0.0183, -0.0003
O, -0.0215, 0.0067, -0.0177
O, -0.016, -0.0166, 0.0083
O, 0.0012, 0.0059, 0.0055
O, -0.004, 0.0056, -0.0071
O, 0.0117, -0.0069, 0.0121
O, -0.0228, 0.0032, -0.0098
O, 0.0016, 0.0066, 0.0198
O, -0.0167, 0.0155, 0.005
O, -0.0049, -0.0228, 0.0047
O, 0.016, -0.0267, 0.0083
O, -0.0247, -0.0113, 0.0244
O, 0.0113, -0.0105, 0.0092
O, -0.0143, -0.0143, 0.0048
O, 0.0022, 0.0181, -0.0017
O, -0.0038, -0.0152, 0.0199
O, 0.0133, 0.0064, -0.028
O, 0.0097, 0.0234, 0.0077
O, -0.019, -0.0253, 0.0123
O, 0.0039, -0.0073, 0.0145
O, -0.0079, 0.0058, -0.0102
O, -0.0107, 0.0079, -0.0037
O, -0.0127, -0.0012, 0.0215
O, 0.016, -0.0133, -0.0061
O, 0.0067, -0.0131, -0.0189
O, 0.0063, -0.0001, -0.0309
O, -0.0115, -0.0161, 0.0106
O, 0.0169, -0.0023, 0.0078
O, 0.0082, 0.0116, -0.0063
O, 0.0182, -0.0017, -0.0127
O, 0.0219, -0.0016, 0.014
O, -0.0121, -0.003, -0.0122
O, 0.0274, -0.0008, 0.0035
O, -0.0061, 0.007, -0.0013
O, 0.002, 0.0075, 0.0115
O, 0.0087, -0.013, 0.014
O, -0.0128, -0.0208, 0.0056
O, 0.0263, 0.0065, -0.0051
O, 0.0108, -0.0151, -0.0272
O, -0.026, -0.0308, 0.013
O, 0.0029, -0.0188, -0.0058
O, -0.0064, -0.0064, -0.0013
O, -0.0081, -0.007, 0.0154
O, 0.007, 0.0153, -0.0036
O, -0.0259, 0.0209, 0.0092
O, 0.0181, -0.0057, -0.0097
O, 0.0019, -0.0029, -0.0088
O, 0.0127, -0.0062, 0.0151
O, 0.0021, 0.0139, -0.0204
O, 0.0064, -0.0106, 0.0211
O, -0.0241, 0.0181, -0.0162
O, -0.0106, 0.0425, -0.0087
O, 0.005, 0.0192, -0.002
O, 0.0172, 0.0079, 0.0024

The program warned: the cutoff lies below the one the program advises for these potential files; the forces do not sum to zero within the program's tolerance; the exchange-correlation potential is rough where the density is thin.
